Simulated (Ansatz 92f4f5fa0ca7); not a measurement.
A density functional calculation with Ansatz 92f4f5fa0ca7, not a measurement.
Periodic cell of 215 atoms, Si132O82P1, from a study of silicon, its oxide and their interface. The atomic structure is a simulated model.
Doubt: the cutoff is far below the 930 eV that the study's wrapper takes by default for these files, so forces and energies are approximate.
This geometry differs little from another in the collection (a relaxation step or a small displacement).

Settings: functional PBE; potential files Ansatz PAW; basis plane waves; wave-function cutoff 580 eV; density cutoff ratio 5; exchange-correlation grid ratio 1; k mesh 1 x 1 x 1, Gamma-centred; self-consistency stop 5e-08 eV per atom in the density residual; occupations fixed; spin none; net charge +1 e, with a uniform compensating background and no finite-size correction.

Cell vectors (angstrom)
a  10.938  0  0
b  0  10.938  0
c  0  0  31.5432

Atoms: element, x, y, z (angstrom)
Si  10.4365  0.5663  24.3428
Si  6.0435  10.4965  24.1511
Si  2.1323  3.2392  24.0859
Si  8.7051  2.2495  24.3096
Si  0.5043  5.0452  24.1664
Si  5.0523  5.8869  24.1957
Si  3.3973  7.6441  24.1609
Si  7.8285  8.8221  23.9906
Si  1.3428  1.4736  25.4588
Si  6.9212  1.2934  25.5016
Si  4.027  4.0944  25.3276
Si  9.6702  4.0889  25.4227
Si  1.4995  6.8081  25.3697
Si  6.8982  6.941  25.2395
Si  4.2329  9.5243  25.3468
Si  9.527  9.6338  25.436
Si  2.7821  0.0003  26.6432
Si  8.226  -0.0334  26.9476
Si  0.0189  2.7638  26.922
Si  5.4509  2.7292  26.6663
Si  2.7614  5.4333  26.8402
Si  8.2282  5.5184  26.6279
Si  0.0417  8.2048  26.6509
Si  5.5582  8.1911  26.7967
Si  4.1111  1.3612  28.0737
Si  9.5961  1.3656  28.2412
Si  1.395  4.1168  28.2403
Si  6.8383  4.1305  28.0209
Si  4.1611  6.8173  28.143
Si  9.5989  6.8452  28.0543
Si  1.3951  9.5848  28.0442
Si  6.8507  9.5307  28.2432
Si  0.0529  -0.0266  29.5273
Si  5.4487  0.007  29.4955
Si  2.7703  2.704  29.5275
Si  8.1727  2.7675  29.4748
Si  -0.0143  5.4997  29.502
Si  5.51  5.4452  29.5041
Si  2.7513  8.2102  29.4444
Si  8.256  8.1584  29.5339
Si  1.3954  1.351  30.9066
Si  6.8194  1.3786  30.8408
Si  4.1305  4.0851  30.8858
Si  9.5515  4.1139  30.8444
Si  1.3762  6.86  30.8327
Si  6.868  6.8004  30.8972
Si  4.09  9.5704  30.8464
Si  9.6069  9.5478  30.8967
Si  2.7505  -0.0351  0.7206
Si  8.1834  0.0021  0.6651
Si  -0.0295  2.7423  0.6748
Si  5.4812  2.7066  0.7151
Si  2.7188  5.4791  0.6663
Si  8.2195  5.428  0.731
Si  0.0384  8.1774  0.7188
Si  5.4667  8.2087  0.6698
Si  4.1208  1.3273  2.0752
Si  9.5265  1.3738  2.0403
Si  1.3234  4.1288  2.0424
Si  6.8539  4.0485  2.0883
Si  4.0777  6.8596  2.0329
Si  9.6051  6.7958  2.0709
Si  1.3861  9.545  2.0937
Si  6.8265  9.5709  2.0603
Si  -0.0487  -0.0158  3.3583
Si  5.4709  -0.0252  3.5021
Si  2.691  2.715  3.3322
Si  8.1873  2.6807  3.5186
Si  -0.0181  5.4559  3.5253
Si  5.4529  5.4675  3.3341
Si  2.7477  8.1945  3.5044
Si  8.2251  8.1774  3.3767
Si  1.295  1.3653  4.682
Si  6.834  1.2961  4.933
Si  4.0602  4.1012  4.6376
Si  9.5355  4.0585  4.9069
Si  1.353  6.8607  4.8964
Si  6.8378  6.8029  4.6963
Si  4.1082  9.5639  4.9113
Si  9.5677  9.5509  4.76
Si  2.6272  0.0502  6.1273
Si  8.2252  -0.138  6.2774
Si  -0.0251  2.6454  6.204
Si  5.3683  2.7619  6.0883
Si  2.7463  5.4206  6.119
Si  8.0977  5.4295  6.1992
Si  0.0109  8.2893  6.256
Si  5.5575  8.1447  6.172
Si  3.4612  1.9592  7.2104
Si  10.0266  0.8202  7.4646
Si  1.7549  3.6734  7.3404
Si  6.1965  4.5337  7.3804
Si  4.6136  6.2996  7.251
Si  9.1366  7.2186  7.3082
Si  0.8996  10.1599  7.5276
Si  7.3875  8.9034  7.5072
O  4.4836  6.5606  8.8856
O  1.3368  4.0773  8.9279
O  9.7358  6.5379  8.8265
O  1.3  10.1002  9.1727
O  6.0701  4.2497  9.0324
O  3.675  1.6773  8.8195
O  7.1271  8.966  9.1668
O  9.6579  1.0587  9.0727
O  8.2458  2.5307  22.749
O  11.0003  5.5394  22.6451
O  5.6198  0.0894  22.6446
O  5.2872  5.3888  22.6308
O  2.1597  2.792  22.4815
O  3.3318  7.8556  22.5095
O  8.3755  8.7378  22.4099
O  -0.1586  11.2209  22.7584
Si  2.1296  2.9625  12.8959
Si  8.6826  1.3147  10.3394
Si  1.0665  4.492  15.3667
Si  7.5813  5.6006  12.2279
Si  2.4172  8.1752  21.2069
Si  5.4207  7.8118  12.4679
Si  9.2702  0.4649  15.4827
Si  2.9157  -0.0494  16.6621
Si  10.4546  1.1596  12.5996
Si  7.7635  2.8232  21.2384
Si  9.1063  8.7753  14.4494
Si  1.4802  4.8106  10.3556
Si  4.4901  9.4742  19.1373
Si  11.078  6.094  21.1177
Si  6.6068  10.4509  14.8415
Si  5.3895  0.7239  21.1736
Si  2.3533  9.8237  10.3933
Si  0.4287  10.6283  21.3852
Si  5.8526  5.246  21.1259
Si  3.6355  7.0963  10.1313
Si  9.0561  5.697  14.8793
Si  3.6554  4.0744  19.095
Si  10.0289  3.6599  19.3231
Si  4.2563  8.6642  15.3675
Si  0.4586  1.908  17.1706
Si  6.7957  7.5226  19.2468
Si  5.2597  3.6159  16.7438
Si  7.7816  4.9946  17.5289
Si  6.6417  9.9511  10.3739
Si  4.3764  1.0842  10.1277
Si  -0.0312  9.0833  11.9252
Si  9.1031  8.6261  20.94
Si  4.5421  1.668  14.5765
Si  2.4457  2.0756  21.0468
Si  6.3495  3.3558  10.3569
Si  3.4471  5.9105  16.7388
P  9.8882  6.5625  10.3477
O  0.12  2.6187  18.5904
O  2.9247  9.6289  15.5715
O  10.8579  4.8054  20.1388
O  7.5951  2.4271  9.9044
O  10.8645  5.4282  10.7955
O  6.6531  6.7877  12.8194
O  10.3543  8.0012  10.7363
O  7.6495  9.4482  13.9858
O  8.5095  6.2805  10.9867
O  5.3626  10.475  20.0702
O  2.0946  3.7544  11.434
O  7.9834  8.5296  19.7483
O  6.2051  6.7224  20.5432
O  5.4971  2.7173  15.3983
O  1.3011  0.9236  20.6989
O  6.0253  9.0908  11.6262
O  4.6451  4.996  16.1179
O  6.6066  3.8712  17.6282
O  10.4911  10.64  11.8345
O  5.5744  0.5018  13.9823
O  8.0058  5.0788  15.9213
O  9.7687  9.831  15.5055
O  -0.3892  5.1678  15.1685
O  1.5764  6.8259  20.8003
O  1.5026  0.626  17.1815
O  6.5963  1.7629  20.8084
O  1.0162  1.7596  12.8061
O  3.2405  5.4885  18.323
O  9.5436  2.0135  11.5535
O  1.021  3.0884  16.1877
O  8.642  5.1855  13.373
O  10.2054  8.4865  13.2485
O  1.4458  9.3933  21.6717
O  10.0748  9.9328  20.609
O  3.1818  0.224  10.8993
O  5.1044  2.3834  10.854
O  1.6835  4.141  13.906
O  7.9036  10.8884  10.8459
O  9.1432  4.4573  18.211
O  5.636  9.4976  15.7644
O  5.5185  -0.0011  9.733
O  3.5787  2.3214  13.3847
O  2.0058  5.6337  16.0304
O  9.69  1.089  14.0251
O  4.4332  6.9267  11.5275
O  4.7604  4.4784  20.2064
O  9.9617  1.3312  16.641
O  6.7552  4.3562  11.6029
O  5.5884  8.3967  18.5704
O  9.0683  2.7334  20.262
O  3.5865  1.1272  15.7672
O  4.2086  3.0736  17.8936
O  9.9224  7.216  20.8967
O  3.3727  8.6785  9.8525
O  3.9369  7.4229  16.374
O  7.6386  0.4695  15.6895
O  8.9154  7.3084  15.0798
O  3.9312  1.4296  21.1336
O  1.5781  9.1215  11.6876
O  2.2686  6.2195  10.2691
O  7.3402  6.4405  18.141
O  7.2181  4.3574  21.1243
O  4.5569  8.2226  13.7978
O  3.3349  8.6537  19.9513
O  2.4891  3.2327  19.872
O  3.7545  10.354  17.9598

Results
free energy: -131307.627 eV
free energy less fixed offsets of O -568.88, P -755.39, Si -635.61 eV per atom: -3.557 eV

Forces (eV/angstrom), in the order of the atoms: element, x, y, z
Si  -0.0025  0.0013  -0.0024
Si  -0.001  -0.0008  -0.0009
Si  -0.0018  0.0004  -0.0015
Si  0.0013  -0.0005  -0.0006
Si  0.0007  -0.0001  0.0001
Si  -0.0013  0.0007  -0.0011
Si  0.0007  -0.0008  -0.0002
Si  0.0004  0.0008  -0.0011
Si  -0.0005  0.0013  0.0054
Si  0.0018  -0.0015  0.0043
Si  0.0001  -0.0009  0.0028
Si  0.0001  -0.0013  0.0037
Si  0.0013  -0.0008  0.0026
Si  -0.0002  -0.0002  0.0022
Si  -0.0004  -0.0005  0.0021
Si  -0.0016  0.0001  0.0053
Si  0.0015  -0.0001  -0.004
Si  0.0008  0.0014  -0.0063
Si  0.0008  0.0007  -0.0045
Si  0  -0.0006  -0.0035
Si  -0.003  -0.0005  -0.0042
Si  0.0024  0.0001  -0.004
Si  0.0012  0.0003  -0.0037
Si  0.002  0.0032  -0.0029
Si  -0.0012  0.0022  0.0019
Si  0.0005  -0.001  -0.0017
Si  0.0034  -0.0018  -0.004
Si  0  -0.002  0.0049
Si  -0.0014  0.0016  0.0051
Si  -0.0018  0.0009  0.0027
Si  -0.0023  0.0005  0.0043
Si  0.0008  -0.001  -0.0034
Si  0.0021  -0.0024  -0.0008
Si  -0.0008  0.0008  -0.0005
Si  0.0012  -0.0011  0.0004
Si  -0.0026  0.0025  -0.0029
Si  -0.002  0.0016  -0.0003
Si  0.001  -0.0016  -0.0007
Si  0.0007  -0.0002  -0.0042
Si  0.0021  -0.002  0.0008
Si  -0.0006  0.001  0.0002
Si  0.001  0.0001  0.0016
Si  -0.0008  0.0009  -0.0001
Si  0.0003  -0.0011  0.0014
Si  0.0014  -0.0006  0.0016
Si  -0.0013  0.0015  0
Si  -0.0002  -0.0016  0.0014
Si  -0.0005  0.0016  0.0002
Si  -0.0009  0.001  -0.002
Si  0.0003  -0.0026  -0.0006
Si  0.0022  -0.0009  -0.0006
Si  -0.0007  0.0009  -0.0015
Si  0.0011  -0.0016  -0.0004
Si  -0.0005  0.0003  -0.0013
Si  -0.0008  0.0012  -0.0011
Si  0.0019  -0.0004  -0.0008
Si  0.0004  -0.0006  0.0024
Si  -0.0034  0.0039  -0.0007
Si  -0.0022  0.0024  0.0018
Si  0.0013  -0.0018  0.0026
Si  -0.0037  0.0033  -0.0006
Si  0.0013  -0.0019  0.0023
Si  0.0005  -0.0001  0.0027
Si  0.0008  -0.0002  0.002
Si  0.0035  -0.0057  0.001
Si  0.0012  -0.0007  -0.0029
Si  -0.0033  -0.0028  -0.0006
Si  -0.0003  0.0017  -0.0047
Si  0.0023  -0.0014  -0.0059
Si  0.0042  -0.0023  0.0022
Si  0.0004  0.0003  -0.0043
Si  -0.0038  0.0037  -0.004
Si  0.0022  0.0014  0.0091
Si  -0.0023  -0.0003  0.003
Si  0.0012  -0.0004  0.0093
Si  -0.0014  0  0.0057
Si  0.0004  -0.0004  0.0048
Si  -0.0011  -0.0038  0.0073
Si  -0.0016  0.0018  0.0035
Si  0.0012  -0.0006  0.0033
Si  -0.0012  0  -0.005
Si  0.0006  -0.0015  -0.0008
Si  0.0027  -0.0009  -0.004
Si  0.0004  0.0029  -0.0065
Si  0.0013  -0.0023  -0.006
Si  -0.0039  -0.0022  -0.0043
Si  0.0035  0.0059  -0.0039
Si  0.0023  -0.0007  -0.0012
Si  -0.0038  0.0031  0.0033
Si  -0.0004  -0.0025  -0.0001
Si  0.0028  -0.0015  -0.0023
Si  0  0.0033  0.0006
Si  0.0019  -0.0016  0.0023
Si  0.0005  -0.0022  0.0081
Si  -0.0015  -0.0001  0.0004
Si  -0.0007  0.0018  0.0006
O  -0.003  -0.0008  0.001
O  -0.0002  0.0033  0.0049
O  -0.001  0.0039  -0.0052
O  -0.0008  0  -0.0006
O  -0.0004  0.0001  -0.0009
O  0.001  -0.0004  0.0003
O  0.0014  -0.0005  0.0002
O  0.0008  0.0004  -0.0002
O  0  0.0001  0.0005
O  0.0001  -0.0001  0.0002
O  0.0005  -0.0004  0.0013
O  0.0001  -0.0001  0.0009
O  0.0003  0  0.0012
O  0  0.0002  -0.0003
O  -0.0008  -0.0002  0.0015
O  0.0004  0.0002  0.0014
Si  -0.0003  -0.0023  0.0005
Si  -0.0025  0.0005  0.0002
Si  0.0014  0.0002  0.0023
Si  -0.0025  0.0005  0.0006
Si  0.0007  -0.0001  0.0001
Si  -0.0002  -0.0008  -0.0013
Si  -0.0008  -0.0007  0.0013
Si  -0.0006  0  0.001
Si  0.0007  -0.0006  0.0004
Si  0.0004  -0.0002  -0.0003
Si  -0.0008  0.0006  0.0016
Si  0.0048  0.0004  -0.0029
Si  -0.0002  0.0003  -0.0002
Si  0.0007  -0.0004  -0.0005
Si  0.0005  0.0002  0.0021
Si  0.0001  0.0003  -0.0006
Si  0.0011  0.0007  -0.0005
Si  0.0006  -0.0004  0.0003
Si  -0.0001  0.0002  -0.0012
Si  0.001  -0.0021  -0.0003
Si  0.0004  0.0001  0.0019
Si  -0.0002  0  0
Si  0  -0.0003  -0.0003
Si  0.0007  0.0007  0.0018
Si  0.0003  -0.0005  0.0011
Si  -0.0003  -0.0004  0
Si  0.0008  -0.0002  0.0015
Si  -0.0007  -0.0007  0.002
Si  -0.0014  0.0012  -0.0023
Si  0.0008  0.0003  -0.0018
Si  0.0006  0.0049  0.0013
Si  0  -0.0002  -0.0007
Si  -0.0007  -0.0003  0.0013
Si  0.0006  0.0005  -0.0007
Si  0.0009  -0.0016  -0.0001
Si  -0.0001  -0.0003  0.0011
P  -0.0098  0.0062  -0.0004
O  -0.0007  0.0009  0.0003
O  -0.0003  0.0003  -0.001
O  0.0005  0.0008  0.0001
O  0.0012  0.0004  0.0023
O  0.0001  -0.0015  -0.0025
O  0.0005  -0.0001  -0.001
O  0.0005  -0.0033  0.0002
O  0.0002  -0.0002  -0.0006
O  0.0036  -0.0007  -0.0019
O  0.0004  0.0007  0.0003
O  0.0002  0.001  -0.0019
O  0.0004  0.0001  -0.0001
O  0  -0.0004  0.0005
O  0  0.0013  -0.0003
O  -0.0004  -0.0002  -0.0001
O  -0.0003  -0.0003  0
O  -0.0007  0.0001  -0.0002
O  0  0.0001  -0.0021
O  0.0007  -0.0026  0.0004
O  -0.0003  0.0001  -0.0005
O  0.0003  -0.0001  -0.0011
O  -0.0004  0.0003  -0.0015
O  -0.0002  0.0006  -0.0013
O  -0.0003  0  0
O  -0.0004  0.0003  -0.0008
O  0  -0.0001  0
O  -0.0001  0.0004  -0.0003
O  0.0006  -0.0004  -0.0005
O  -0.0005  -0.0004  -0.0007
O  -0.0002  0  -0.0011
O  0.0006  0  0.0001
O  0.0003  0.0002  -0.0012
O  -0.0003  0.0002  -0.0005
O  0  -0.0002  -0.0002
O  -0.0001  -0.0005  0
O  -0.0004  -0.0009  -0.001
O  -0.0021  0.0013  0.0023
O  -0.0002  0.0008  -0.0004
O  0.0008  -0.0003  -0.0003
O  -0.0005  -0.0002  -0.0013
O  -0.0008  0.0006  0.0012
O  0.0001  0  -0.0006
O  0.0003  -0.0015  -0.0024
O  -0.0002  -0.0001  -0.0001
O  -0.0007  0.0002  -0.0023
O  0.0011  0.0007  0.0006
O  0.0004  0.0003  -0.001
O  0.0004  -0.0004  -0.0001
O  0.0001  -0.0002  -0.0003
O  -0.0005  -0.0002  0.0003
O  -0.0002  0.0005  -0.0008
O  -0.0005  0.0002  -0.0003
O  0.0003  0  -0.0001
O  -0.0007  0.0009  0.0011
O  -0.0002  -0.0014  -0.0011
O  0.0005  0  -0.0012
O  -0.0005  -0.0005  -0.001
O  0.0004  0.0002  0
O  -0.0017  0.0004  0
O  -0.0012  -0.0048  0.0027
O  -0.0002  0.0012  0.0001
O  -0.0003  -0.0006  -0.0003
O  -0.0002  0.0001  -0.0005
O  -0.0004  -0.0006  0.0004
O  -0.0002  -0.0007  0.0002
O  0.0009  -0.0008  0.0001

The program warned: the cutoff lies below the one the program advises for these potential files; the exchange-correlation potential is rough where the density is thin.
